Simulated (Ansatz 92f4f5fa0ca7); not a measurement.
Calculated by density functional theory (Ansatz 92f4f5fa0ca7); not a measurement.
Periodic cell of 158 atoms, Si96O58N4, from a study of silicon, its oxide and their interface. The atomic structure is a simulated model.

Settings
functional: r2SCAN
potential files: Ansatz norm-conserving
basis: plane waves
wave-function cutoff: 1300 eV
density cutoff ratio: 4
exchange-correlation grid ratio: 1
k mesh: 2 x 2 x 1, shifted by 0.5 0.5 0.5 of a step
self-consistency stop: 5e-08 eV per atom in the density residual
occupations: Fermi-Dirac, 0.05 eV
spin: none
net charge: 0

Cell vectors (angstrom)
a	10.88	0	0
b	0	10.88	0
c	0	0	23.0583

Atoms: element, x, y, z (angstrom)
Si	0.7126	-0.7468	0.3114
Si	1.9453	2.8312	-0.6173
Si	0.6527	4.821	-0.3408
Si	2.0976	8.1969	-0.2065
Si	6.1035	-0.5784	0.0689
Si	8.0249	2.0191	-0.3718
Si	6.7826	4.6969	-0.1531
Si	8.3727	8.014	0.3694
Si	1.4733	1.2526	1.2554
Si	4.5588	4.048	0.2459
Si	2.3149	6.0304	0.7445
Si	4.2986	9.4637	1.2334
Si	6.9409	1.109	1.4507
Si	9.641	4.1745	1.1426
Si	7.0007	6.4837	1.448
Si	9.8708	9.2143	1.6493
Si	-0.0455	2.5964	2.5767
Si	2.8923	-0.0192	2.6293
Si	0.2961	7.839	3.1074
Si	2.01	6.0598	3.0132
Si	5.5906	2.5698	2.7533
Si	8.3299	-0.1712	2.813
Si	5.4374	7.9207	2.6265
Si	8.423	5.3764	2.8649
Si	1.2061	4.0536	4.0387
Si	4.1313	1.354	4.1034
Si	1.4732	9.5574	4.1403
Si	3.986	6.8101	4.1233
Si	6.8723	4.035	4.092
Si	9.5382	1.3549	4.1263
Si	6.7566	9.3892	4.0419
Si	9.5455	6.7541	4.3486
Si	-0.0106	-0.0309	5.4566
Si	2.666	2.7292	5.4179
Si	-0.0382	5.2836	5.6041
Si	2.7831	8.2248	5.5547
Si	5.4048	-0.079	5.4471
Si	8.1794	2.718	5.5286
Si	5.3843	5.3794	5.4204
Si	8.0797	8.1521	5.5113
Si	1.2372	1.3767	6.8244
Si	4.044	4.0489	6.8404
Si	1.3591	6.7715	6.78
Si	4.0505	9.5911	6.9567
Si	6.7598	1.309	6.7749
Si	9.4433	4.0617	7.017
Si	6.7008	6.8005	6.8151
Si	9.4164	9.5548	6.8421
Si	-0.2909	2.4577	8.3466
Si	2.6351	0.1393	8.2902
Si	-0.0446	8.1455	8.0724
Si	2.6671	5.4405	8.2311
Si	5.4958	2.6773	8.2022
Si	7.9637	0.0085	8.2839
Si	5.3986	8.1684	8.244
Si	8.0601	5.538	8.2617
Si	1.5792	4.2655	10.0584
Si	3.9707	1.5902	9.624
Si	1.097	9.6156	9.4376
Si	4.1156	6.7123	9.5042
Si	6.7739	4.1528	9.599
Si	9.1298	1.3004	9.8343
Si	6.5273	9.6684	9.6702
Si	9.5329	6.8731	9.5424
Si	-0.5966	-0.4402	10.7891
Si	3.4652	3.3961	11.1429
Si	-0.1747	5.5212	11.0351
Si	3.1028	8.0279	11.0808
Si	4.8487	-0.1532	10.9296
Si	8.1088	3.6586	11.4997
Si	5.1255	5.1125	10.8747
Si	8.8673	8.5668	11.0945
Si	11.5664	7.7254	18.244
Si	6.5759	5.3544	13.4639
Si	0.8992	10.3841	13.4736
Si	3.6371	12.0577	13.2645
Si	6.1884	8.8033	15.7772
Si	4.5396	11.4908	16.1272
Si	12.2615	7.2293	13.2181
Si	17.0345	13.0702	18.2283
Si	-2.422	3.9119	17.9438
Si	4.4289	6.1105	15.6672
Si	8.827	11.6599	18.5187
Si	2.0194	5.8627	15.9456
Si	11.316	3.4204	17.0486
Si	6.5545	0.6884	20.4532
Si	11.4234	7.089	20.5907
Si	7.5056	5.862	20.0515
Si	8.2716	7.8479	14.0823
Si	1.8715	-0.2688	17.6909
Si	0.905	12.638	19.5539
Si	0.0364	11.2817	16.4016
Si	5.9574	5.027	17.9395
Si	10.0039	0.1581	21.1303
Si	9.3647	8.0181	21.2726
Si	9.0095	8.9602	16.7872
O	0.5419	-0.3105	21.7639
O	-6.3247	-7.446	1.7631
O	6.8392	5.3785	21.4319
O	3.8501	5.5407	0.2742
O	0.4085	5.543	21.1913
O	1.8467	7.8607	21.2481
O	3.6199	8.8314	22.8966
O	3.2968	10.8573	16.941
O	7.1673	1.9708	-1.7885
O	1.4274	2.2481	21.0074
N	8.1896	3.648	23.2052
O	9.3555	1.1313	22.2909
O	1.5179	-6.5735	16.2184
O	3.5818	3.0924	22.3685
O	7.2307	9.1475	22.974
O	12.5103	9.0638	18.1496
O	-0.0265	0.0351	12.2696
O	5.6309	3.6454	18.7237
O	3.2565	2.637	12.6324
O	7.2569	-2.0588	10.9056
O	0.3269	6.4676	12.2617
O	1.0364	8.7779	13.4759
O	2.8617	7.2247	12.5015
O	14.8353	9.391	11.2952
O	4.9191	0.5466	12.453
O	6.9107	8.7147	14.3167
O	7.2681	3.9453	12.9169
O	9.5128	4.5105	11.5995
O	0.7156	2.9698	9.5424
O	5.8758	5.9709	12.1173
O	12.498	8.4952	10.5811
O	8.9878	8.169	12.6844
O	7.3012	4.6752	17.0432
O	-0.856	8.0849	17.7429
O	9.8927	4.1891	17.2483
O	12.2179	6.4048	14.5951
O	4.052	12.2711	14.8036
O	7.7865	17.1677	14.0598
O	5.4312	12.6254	16.8596
O	5.4981	1.2096	19.3556
O	5.3591	5.2697	14.5716
O	8.3298	7.2174	20.2819
O	19.3419	12.9589	11.1954
O	5.0559	7.6333	15.874
O	5.4936	10.2395	15.8057
N	10.1939	11.9073	19.6226
O	13.2429	11.0561	13.2729
O	0.1905	10.7732	14.8701
O	5.784	-0.2376	21.5286
O	1.453	6.6816	17.242
O	6.2955	6.198	19.0055
N	7.9278	13.1275	18.0802
O	0.9765	3.0304	18.5349
O	-2.4357	4.6837	19.3982
O	9.2893	8.3231	15.2809
O	1.9608	11.5168	19.0486
O	7.7055	0.0137	19.4573
O	10.9315	2.0411	16.2842
O	9.2419	9.6151	20.9579
O	4.6567	5.3707	17.0961
O	-3.5098	8.7451	16.9439
N	9.3875	10.6782	17.1022

Results
free energy: -39388.568 eV
free energy less fixed offsets of N -289.75, O -463.61, Si -117.95 eV per atom: -16.988 eV
pressure: -1.48 GPa
stress xx, yy, zz, yz, xz, xy (GPa, positive in tension): 1.21, 1.38, 1.85, 0.79, -1.74, 0.18

Forces (eV/angstrom), in the order of the atoms: element, x, y, z
Si	-0.1918	-0.1443	-0.3051
Si	-0.0438	-0.8382	-0.1259
Si	-0.3439	0.1031	-0.4132
Si	0.6307	0.2758	-0.47
Si	-0.2494	-0.0748	-0.1178
Si	0.097	-0.2891	-0.2774
Si	0.4241	0.3821	0.0512
Si	-0.3859	0.5308	-0.4226
Si	-0.0578	0.4782	-0.0232
Si	-0.3448	0.0792	-0.3103
Si	0.3204	0.4796	0.0366
Si	0.1795	-0.194	-0.5501
Si	0.3055	-0.3522	-0.483
Si	-0.5776	-0.2184	-0.2275
Si	-0.0667	0.0119	-0.0137
Si	-0.0252	0.0598	-0.0408
Si	0.0485	-0.0408	-0.2854
Si	0.0689	0.0371	0.2265
Si	0.0023	0.0609	-0.0048
Si	0.0236	-0.1829	-0.0616
Si	-0.318	0.2304	-0.3397
Si	0.055	-0.2703	0.2072
Si	0.0744	0.021	0.0687
Si	-0.1399	-0.0508	-0.1483
Si	0.101	0.0873	-0.1228
Si	-0.2425	-0.4528	0.2138
Si	0.1391	0.0216	0.0529
Si	0.1084	-0.0141	-0.0733
Si	0.2658	0.0597	0.019
Si	-0.1134	-0.0351	-0.055
Si	0.024	0.0778	-0.1381
Si	0.1475	-0.0384	0.1507
Si	-0.0183	0.0929	0.0243
Si	-0.0328	0.0258	0.0457
Si	-0.1373	0.1357	0.1446
Si	-0.0105	0.1173	0.1378
Si	0.1786	0.05	-0.037
Si	-0.0244	-0.3017	-0.0212
Si	-0.0863	0.093	-0.0459
Si	-0.1104	-0.0199	0.0431
Si	-0.0293	-0.2456	0.113
Si	0.0585	-0.0561	0.2785
Si	0.0172	-0.0519	0.2015
Si	-0.1236	0.0562	0.1603
Si	0.0049	-0.039	0.0514
Si	0.0474	0.0091	0.2132
Si	0.0294	0.0924	0.1139
Si	0.0605	0.0282	0.1416
Si	-0.0387	0.1469	0.1635
Si	-0.1363	0.1223	-0.2219
Si	-0.1771	-0.0702	-0.4631
Si	-0.1428	-0.2494	0.0296
Si	-0.1078	0.0561	-0.052
Si	-0.0697	-0.0597	-0.164
Si	0.1985	0.0425	-0.0743
Si	0.078	0.1077	-0.1175
Si	0.0494	0.3036	-0.1596
Si	0.0068	-0.1398	-0.1611
Si	0.1121	-0.4352	0.267
Si	-0.0111	-0.145	0.2038
Si	0.0982	-0.12	-0.0519
Si	0.109	0.1208	0.2928
Si	-0.0078	-0.6194	0.2181
Si	-0.0553	0.2393	-0.0501
Si	0.0239	0.4889	0.4613
Si	-0.2648	-0.6894	0.6585
Si	-0.3291	0.0185	0.3494
Si	-0.0222	0.1799	0.1794
Si	-0.3112	0.2859	0.9328
Si	0.1678	-0.111	0.057
Si	0.2409	0.9271	0.051
Si	-0.2705	-0.5738	0.5867
Si	0.1001	-0.0824	-0.4149
Si	0.1583	0.1932	0.213
Si	0.1595	-0.0623	0.1484
Si	0.2727	0.061	0.2316
Si	0.0423	0.1818	-0.122
Si	0.333	0.0742	-0.0009
Si	-0.0857	0.0529	-0.2009
Si	-0.6526	-0.0768	-0.1994
Si	-0.0187	0.2475	-0.2574
Si	0.4706	0.0304	0.2801
Si	-0.2429	-0.1337	-0.3571
Si	0.0462	-0.1787	0.2386
Si	-0.1122	0.1198	0.1029
Si	-0.3715	-0.2778	-0.3033
Si	-0.2114	0.4441	0.0328
Si	0.0226	0.1994	-0.163
Si	-0.1543	0.2883	0.0106
Si	0.3093	0.0239	0.3761
Si	0.5655	0.2182	-0.0021
Si	-0.2046	0.0887	-0.4684
Si	-0.0476	-0.1601	0.0064
Si	0.0244	-0.175	0.0546
Si	-0.1356	-0.5336	-0.11
Si	-0.235	-0.0238	-0.1083
O	-0.1595	0.0915	0.038
O	0.1709	-0.0877	0.1617
O	0.1841	-0.2461	0.0243
O	-0.2854	-0.4611	0.1364
O	0.1974	-0.2836	0.5337
O	-0.315	-0.2601	0.3268
O	-0.5155	-0.2025	0.7153
O	-0.3242	0.0302	0.0273
O	0.1047	-0.0522	0.4626
O	-0.1533	0.0417	-0.0555
N	0.6473	0.9866	-0.1397
O	-0.0789	0.1107	-0.0497
O	-0.1803	0.1447	0.1228
O	-0.0368	0.3653	0.3086
O	0.103	0.0015	0.2351
O	-0.1715	0.0486	-0.032
O	-0.0639	-0.238	-0.2163
O	0.3379	0.0373	-0.187
O	0.0991	0.189	-0.5849
O	0.3231	0.4039	-0.4655
O	0.0598	-0.0992	-0.0267
O	-0.0943	-0.08	0.0093
O	-0.2282	0.058	-0.1014
O	-0.0173	0.0468	-0.2345
O	-0.2397	-0.1128	-0.5043
O	0.1506	-0.2497	0.2241
O	0.0854	0.0746	-0.2738
O	-0.0569	-0.1286	-0.1161
O	0.2089	0.1901	-0.022
O	-0.2658	-0.5094	-0.1597
O	0.4413	0.3184	-0.0981
O	0.0632	0.1419	-0.3506
O	-0.1682	0.0785	0.4784
O	0.1608	0.0484	0.0662
O	0.0477	-0.2277	0.0973
O	-0.1292	0.1969	-0.2366
O	-0.082	-0.1895	-0.124
O	-0.2261	-0.1931	-0.1443
O	-0.0261	-0.1023	0.1375
O	0.5797	0.0813	0.133
O	0.0804	0.2769	-0.1502
O	0.048	0.0414	-0.0707
O	0.2774	-0.1432	-0.4832
O	0.0186	-0.3608	-0.1629
O	-0.0817	0.0392	0.0667
N	-0.1314	-0.0356	0.3494
O	-0.1321	0.0104	-0.0562
O	0.0617	-0.0373	0.062
O	0.4191	0.1286	0.3602
O	-0.1225	-0.0706	-0.1803
O	0.2988	-0.4039	0.017
N	0.2663	-0.0922	0.3174
O	-0.1681	-0.1393	-0.0212
O	-0.1419	0.0815	0.0141
O	-0.137	-0.0001	0.1092
O	-0.2488	0.0323	-0.1658
O	0.0756	0.3012	0.2151
O	0.0232	-0.231	0.2426
O	-0.0458	0.304	0.0128
O	0.2174	0.125	-0.1558
O	0.2134	-0.1105	-0.21
N	0.157	0.1896	0.2722
